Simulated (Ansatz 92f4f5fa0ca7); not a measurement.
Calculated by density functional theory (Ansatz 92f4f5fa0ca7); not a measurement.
Periodic cell of 224 atoms, Si134O86N4, from a study of silicon, its oxide and their interface. The atomic structure is a simulated model.
This geometry differs little from another in the collection (a relaxation step or a small displacement).

Settings
functional: r2SCAN
potential files: Ansatz PAW
basis: plane waves
wave-function cutoff: 800 eV
density cutoff ratio: 5
exchange-correlation grid ratio: 1
k mesh: 1 x 1 x 1, shifted by 0.5 0.5 0 of a step
self-consistency stop: 1e-10 eV per atom in the density residual
occupations: fixed
spin: none
net charge: 0

Cell vectors (angstrom)
a 10.88 0 0
b 0 10.88 0
c 0 0 31.6662

Atoms: element, x, y, z (angstrom)
Si 0.3145 -0.5012 -0.048
Si 2.4856 3.1029 -0.4391
Si 0.2106 5.2744 -0.1435
Si 2.6706 8.3141 0.2281
Si 5.8738 -0.4366 -0.0917
Si 8.0242 2.6955 0.2601
Si 4.8681 6.1505 -0.2707
Si 8.1169 8.5236 0.0039
Si 1.4237 1.3791 0.9488
Si 3.9814 4.2797 1.0365
Si 1.3334 6.7591 1.3286
Si 4.214 9.5683 1.4502
Si 6.6369 1.2971 1.3918
Si 9.5528 4.1285 1.2486
Si 6.667 7.0045 1.1253
Si 9.657 9.4401 1.4707
Si 0.0452 2.6689 2.4941
Si 2.7665 0.1551 2.5448
Si 0.0526 8.075 2.7774
Si 2.6786 5.3909 2.6409
Si 5.3139 2.8588 2.5166
Si 8.1427 -0.0475 2.6687
Si 5.4391 8.1327 2.7713
Si 8.1067 5.5515 2.4773
Si 1.3277 4.017 3.9584
Si 4.0445 1.4896 3.9682
Si 1.4393 9.5711 3.931
Si 4.0492 6.7401 4.0127
Si 6.782 4.1389 3.86
Si 9.5346 1.3656 3.9162
Si 6.821 9.503 4.0649
Si 9.4628 6.7705 4.0075
Si 0.0152 0.0001 5.2871
Si 2.6899 2.7453 5.3759
Si -0.0312 5.395 5.316
Si 2.7363 8.1806 5.3188
Si 5.4278 0.0599 5.3033
Si 8.1567 2.7528 5.2349
Si 5.4479 5.4174 5.3306
Si 8.1733 8.1476 5.3975
Si 1.3507 1.3429 6.6831
Si 4.0849 4.082 6.7028
Si 1.3489 6.8059 6.6497
Si 4.0992 9.5272 6.6658
Si 6.8227 1.3968 6.648
Si 9.4996 4.0489 6.6706
Si 6.7913 6.7837 6.699
Si 9.5583 9.5281 6.6881
Si -0.0065 2.7 8.0309
Si 2.7205 -0.0232 8.0164
Si 0.0135 8.1535 8.0458
Si 2.7315 5.4683 8.0293
Si 5.4516 2.7197 8.0391
Si 8.1822 0.0173 8.0171
Si 5.4478 8.1645 8.0386
Si 8.1467 5.4106 8.0233
Si 1.3669 4.0821 9.3577
Si 4.0978 1.3173 9.3573
Si 1.393 9.5055 9.4037
Si 4.1152 6.7895 9.4154
Si 6.7914 4.089 9.4101
Si 9.5451 1.343 9.4108
Si 6.8102 9.5342 9.3729
Si 9.4992 6.7774 9.3555
Si 0.0354 -0.0237 10.7789
Si 2.7477 2.6951 10.6743
Si -0.017 5.4309 10.7038
Si 2.7824 8.1668 10.7509
Si 5.4534 -0.0049 10.7589
Si 8.1582 2.7167 10.7192
Si 5.4629 5.4344 10.8324
Si 8.1231 8.1177 10.7061
Si 1.4322 1.3878 12.0945
Si 4.1039 3.9641 12.0988
Si 1.379 6.7892 12.005
Si 4.1439 9.4996 12.1556
Si 6.8174 1.377 12.0915
Si 9.4912 4.0808 12.0645
Si 6.8129 6.8423 12.2111
Si 9.5018 9.4326 12.0314
Si -0.0207 2.7306 13.3876
Si 2.8346 0.0449 13.4704
Si 0.0304 8.1236 13.3782
Si 2.6683 5.3474 13.3085
Si 5.505 2.6761 13.5679
Si 8.1522 -0.0648 13.349
Si 5.4665 8.2126 13.6663
Si 8.226 5.4479 13.514
Si 1.1195 4.2553 14.7284
Si 4.4346 1.0586 14.9274
Si 1.1395 9.7921 14.578
Si 4.1719 6.4827 14.643
Si 6.5868 4.3763 14.8209
Si 9.7207 1.0906 14.5935
Si 6.7718 9.7948 14.9588
Si 9.8683 6.5547 14.7977
Si -1.9625 0.1737 27.2561
Si -1.9478 8.5506 17.0499
Si 2.1703 7.015 19.3504
Si 10.4841 0.3077 21.3464
Si 9.08 12.6298 17.5187
Si 5.0288 7.412 19.3502
Si 7.7636 11.5016 19.8685
Si 3.7572 1.7968 21.2111
Si -0.2163 -4.5872 21.2308
Si -4.7103 3.1419 20.2863
Si -5.191 2.9777 23.0964
Si 1.0467 1.1844 18.6834
Si 7.9024 -2.4678 24.4002
Si 12.433 3.8737 22.2088
Si 0.9416 0.9864 26.5958
Si 5.3274 -1.8294 25.4851
Si -0.2489 -8.7199 23.9578
Si 14.1071 -8.6188 28.1632
Si 3.643 16.5493 17.4033
Si 11.9865 9.313 17.4448
Si 4.4663 -2.271 29.5884
Si 7.5067 4.2852 17.8745
Si 7.8017 -8.649 25.1901
Si 10.6115 -2.1212 23.0888
Si 6.7536 -6.4868 29.8849
Si -1.4243 -2.9347 26.7731
Si 8.051 -4.038 19.3723
Si 15.8881 -0.8962 20.3918
Si 14.8192 5.3297 23.6471
Si 13.7568 2.8574 16.99
Si 1.3006 -1.9736 25.8038
Si 8.6322 -10.6432 30.2205
Si -1.7506 6.4651 29.5114
Si 3.3281 -0.6234 27.4436
Si 5.9503 -7.2424 27.3519
Si 5.3427 -2.8333 22.9161
Si 5.1267 6.1903 28.4088
Si 3.6469 6.8235 26.1963
O -2.19 1.7684 -0.9078
O 1.541 -1.5425 -0.4775
O 1.2747 4.1692 -0.6943
O 3.021 2.7825 29.6941
N 1.8151 -0.5087 26.5958
O -0.3517 5.9819 30.1598
O 9.2472 2.7352 24.6122
N 3.839 7.5226 -0.8571
O 3.6396 -4.6323 27.7166
O 5.1176 -3.3668 25.9973
O 6.874 3.7148 31.3277
O 5.0595 -0.8822 30.1962
O 5.975 5.2757 27.3542
O 8.6346 7.7428 30.3429
O 0.0773 5.4116 15.2716
O 1.7149 3.4359 16.0111
O 3.7007 1.6629 16.2614
O 0.7654 3.3286 23.5076
O 1.7023 9.1262 15.9557
O 0.0211 10.9165 15.036
O 3.3172 6.4973 16.0468
O 5.4109 5.4817 14.9825
O 6.9777 4.0753 16.3714
O 4.9175 6.4701 18.0282
O 10.3531 -1.5838 17.3469
O 7.7594 9.3534 16.22
O 5.6089 10.8804 15.4357
O 8.6888 14.0958 18.0383
O 9.272 7.2441 16.149
O 0.8173 -1.8251 24.2606
O 4.8651 -1.8551 19.0712
O -0.5492 1.2768 22.633
O -0.2554 1.6065 17.868
O 8.1556 11.5317 18.2891
O 9.1867 17.3126 20.4989
O 7.4091 2.1156 20.3345
O 8.912 12.4857 15.9233
O 3.8216 11.0858 20.7313
O 10.6108 7.1976 22.5959
O 8.1073 11.7591 26.0342
O -1.7582 -1.714 23.6306
O 4.5716 12.7725 22.619
O 0.9164 6.9669 20.3211
O -2.4807 8.1987 18.5461
O 6.9558 -7.6822 26.1784
O -5.7307 8.8675 21.5554
O 10.9941 -1.1473 21.8484
O -4.5111 4.0833 19.009
O 3.6055 7.1061 20.1382
O 3.3504 -5.1916 25.1055
O 11.436 -9.5813 25.0564
O 3.9194 -6.7964 17.216
O 15.8716 -6.744 23.9753
O -4.6582 3.787 21.7762
O 17.4851 3.2189 28.7779
O 1.8368 2.1797 27.2824
O 5.571 7.7372 28.7468
O 4.6177 -4.2729 22.9261
O -6.2021 -1.8261 24.0026
N 7.533 -11.6863 31.0992
O 0.6201 0.9275 20.2349
O 3.6549 0.7174 28.27
O 15.4883 -0.7771 26.4459
O 6.9167 -3.1203 23.2804
O 11.2571 4.7647 21.4483
O 12.4878 -0.1709 18.0519
O 13.2286 5.7213 18.387
O -1.8921 -12.2978 27.0408
O -4.0597 2.1352 23.8915
O 4.678 2.5336 20.0926
O 6.4464 -0.2134 20.2033
O 2.194 2.3059 18.371
O 13.6245 -6.0206 22.6704
O 6.521 -3.8457 19.9626
O 11.0434 -2.8396 26.5445
O -0.4774 0.8243 27.3667
N 5.3585 -5.4899 29.9048
O 3.3127 -1.8249 28.5343
O 2.3371 -8.2562 21.4231
O 15.2851 -7.798 27.363
O -2.2439 -3.4664 25.4628
O 8.1006 -5.1473 18.2
O 9.0264 0.0818 20.695
O 12.712 8.2342 18.3687
O 9.2389 -3.9715 27.9737
O 8.0984 5.2373 29.6014
O -0.6987 -11.1857 30.3196
O 13.4963 -2.8728 25.9204
O 17.785 -1.5209 25.2823
O 8.1777 0.3642 28.6743

Results
free energy: -136306.082 eV
free energy less fixed offsets of N -386.36, O -570.45, Si -639.56 eV per atom: -0.902 eV

Forces (eV/angstrom), in the order of the atoms: element, x, y, z
Si -0.0012 0.0024 -0.0268
Si 0.0133 -0.0104 -0.0408
Si -0.0147 0.0225 -0.0341
Si 0.006 -0.0028 -0.0139
Si 0.0077 0.0025 -0.0251
Si -0.0063 0.0079 -0.0225
Si 0.0015 -0.002 -0.0235
Si -0.0071 0.0107 -0.0279
Si 0.0035 -0.0006 0.0038
Si 0.0062 -0.0031 0.0048
Si -0.0022 0.0051 0.004
Si -0.0039 -0.0015 0.0019
Si -0.0014 -0.0054 0.0063
Si -0.0035 0.002 0.0038
Si 0.0001 -0.0017 0.0056
Si -0.0045 0.0014 0.0106
Si -0.0047 -0.004 0.0051
Si 0.0017 0.0022 0.0036
Si -0.001 0.0005 -0.0032
Si 0.0053 0.0031 0.0053
Si 0.0027 0.0025 -0.0024
Si -0.0021 -0.0023 -0.0041
Si 0.0002 -0.0046 0.0017
Si -0.0002 0.0025 0.0014
Si -0.0012 -0.0016 0.0047
Si -0.0008 -0.0017 -0.0006
Si -0.0002 -0.0004 0
Si -0.0005 -0.0018 -0.001
Si -0.0023 0.0004 -0.0007
Si 0.0017 0.0001 0.0007
Si -0.0013 -0.0002 -0.001
Si 0.001 -0.0022 -0.0003
Si -0.0003 0.0013 -0.0006
Si 0.0007 0.0012 0.0002
Si -0.0006 0.0002 0.0002
Si 0 -0.0002 0.0002
Si 0.0007 0.0001 -0.0002
Si -0.0013 -0.0008 -0.0003
Si 0.0009 0.0023 -0.0005
Si -0.0009 -0.0003 -0.0001
Si -0.0006 -0.0003 0.0001
Si -0.0009 -0.001 0.0003
Si -0.0007 0.0002 0.0001
Si -0.0007 -0.0006 -0.0002
Si -0.0006 0.0001 -0.0002
Si 0 0.0007 -0.0004
Si -0.0009 -0.0017 0
Si -0.0001 -0.0003 -0.0001
Si 0.0001 -0.0002 -0.0003
Si -0.0009 -0.0002 0.0001
Si -0.0002 -0.0014 0.0001
Si 0.0002 0.0011 0
Si 0.0001 0 0.0005
Si 0.0005 0.0008 -0.0004
Si 0.0006 0.0001 -0.0004
Si -0.0011 0.0007 -0.0002
Si -0.0001 -0.0014 -0.0009
Si -0.0019 0.0004 0
Si -0.0008 0.0004 -0.0005
Si 0.0013 -0.0002 0.0005
Si -0.0012 0.0002 0.001
Si 0.0006 0.0002 0
Si -0.0019 -0.0007 0
Si -0.0015 -0.003 -0.0009
Si 0.0005 -0.0004 0.0026
Si -0.0009 0.0005 0.0057
Si -0.0022 0.0039 0.0004
Si 0 -0.001 -0.0001
Si 0.0038 -0.0014 0.0004
Si -0.0017 -0.0013 0
Si -0.0022 -0.0036 0.0047
Si 0.0001 0.0004 0.0015
Si -0.0009 -0.0007 -0.0017
Si 0.0052 0.0044 -0.0013
Si -0.0026 -0.0041 0.0009
Si -0.003 -0.0008 -0.0003
Si -0.0037 -0.0012 0.0009
Si 0 -0.0023 -0.0009
Si -0.0022 -0.001 -0.0042
Si -0.0003 -0.0005 -0.002
Si -0.0007 0.0005 0.0065
Si -0.0027 -0.0013 0.0051
Si 0.0008 0.0003 0.0057
Si 0.0074 0.0024 0.0032
Si 0.0035 0.0078 0.005
Si -0.0006 0.001 0.004
Si 0.0025 0.0036 0.0075
Si 0.0006 0.002 0.005
Si -0.0066 0.0004 -0.0289
Si 0.0043 -0.0036 -0.0278
Si -0.0001 0.0042 -0.0299
Si -0.0034 -0.019 -0.0433
Si -0.0258 -0.009 -0.0527
Si 0.0042 -0.0049 -0.0294
Si -0.0089 -0.0034 -0.032
Si -0.0017 -0.0037 -0.0295
Si 0.0046 0 -0.0288
Si -0.0028 0.0007 -0.0445
Si 0.0018 0.0012 -0.0381
Si -0.0003 0.002 -0.0421
Si 0.0011 0.0056 -0.038
Si -0.0028 -0.0105 -0.0313
Si 0.0017 0.0022 -0.0339
Si 0.0034 -0.0026 -0.0308
Si -0.0034 0.0065 -0.0379
Si 0.0061 0.0029 -0.0378
Si -0.0029 0.0014 -0.0367
Si 0.0043 0.0029 -0.0412
Si 0.0026 0.0015 -0.0282
Si -0.0006 -0.0007 -0.0291
Si -0.0034 -0.0009 -0.0265
Si 0.0044 0.0004 -0.0292
Si 0.0029 0.0033 -0.0325
Si -0.0021 -0.0073 -0.0347
Si -0.0039 -0.0032 -0.0384
Si -0.0039 -0.0003 -0.0378
Si -0.0044 0.0003 -0.0353
Si 0.0014 -0.0062 -0.0403
Si 0.002 -0.0003 -0.0321
Si 0.0011 -0.0058 -0.0349
Si 0.0018 -0.004 -0.027
Si 0.0003 0.0041 -0.0287
Si -0.0014 0.0025 -0.0343
Si 0.0037 0.0005 -0.0353
Si 0.0015 -0.0044 -0.0292
Si 0.0021 0.0001 -0.0414
Si -0.0043 -0.0011 -0.0273
Si -0.0055 0.0019 -0.0327
Si -0.0059 0.0025 -0.0347
Si -0.0047 0.0019 -0.0296
Si 0.0041 -0.005 -0.0292
Si -0.0015 0.004 -0.0379
Si -0.0053 0.0016 -0.035
Si -0.0012 -0.0009 -0.0305
O 0.0058 0.0015 0.0219
O -0.0035 0.0038 0.0169
O 0.0033 -0.0102 0.0342
O -0.0082 0.0112 0.0289
N 0.0059 0.0031 0.0138
O 0.0118 -0.014 0.0116
O -0.0026 0.0015 0.0131
N -0.0038 -0.0015 0.0194
O 0.005 -0.0052 0.0177
O -0.0015 -0.0037 0.0162
O -0.0045 -0.0068 0.0147
O 0.0076 0.005 0.0246
O 0.0004 0.0029 0.0158
O 0.0027 0.0002 0.0228
O -0.0024 0.0035 0.0146
O 0.0074 -0.007 0.0276
O -0.0091 0.0074 0.0257
O -0.0009 -0.0026 0.0164
O -0.001 -0.0026 0.026
O 0.0021 -0.0012 0.0151
O -0.0048 -0.0002 0.0288
O 0.0207 0.0259 0.0393
O 0.0137 -0.0114 0.0369
O 0.0073 0.0074 0.0166
O -0.0011 0.0022 0.0156
O 0.012 -0.0068 0.0262
O 0.0016 0 0.0146
O 0.0003 0.0017 0.0168
O -0.0019 0.0081 0.0248
O 0.0084 0.0005 0.021
O 0.0024 0.0054 0.0171
O -0.0019 0.0079 0.0231
O 0.0032 -0.0043 0.0149
O -0.0101 -0.0046 0.0212
O 0.0143 -0.0039 0.0181
O -0.0019 0.0007 0.0168
O -0.0037 0.0033 0.0282
O -0.0035 0.0032 0.0111
O -0.0031 0.009 0.0187
O 0.0019 -0.0049 0.014
O -0.0026 0 0.0165
O 0.0044 -0.0006 0.0169
O -0.0057 -0.0046 0.0253
O -0.0055 -0.0059 0.0231
O -0.0048 0.0051 0.0182
O 0.0026 -0.0057 0.0264
O 0.0002 -0.0045 0.0173
O -0.0077 -0.0042 0.0242
O 0.0041 0.004 0.0143
O 0.0004 0.006 0.0184
O 0.0017 -0.0057 0.0204
O 0.0025 0.0024 0.0143
O -0.0024 0.0029 0.0157
O -0.0037 0.0019 0.0234
O 0.0017 0.003 0.0177
O 0.0071 0.005 0.0118
O -0.0009 0.0028 0.0173
O 0.0009 -0.0042 0.0124
O -0.0014 -0.0002 0.0205
N -0.0043 -0.0091 0.0124
O -0.0058 -0.003 0.0299
O 0.0022 0.0031 0.0142
O -0.0033 0.003 0.0162
O 0.0042 0.002 0.013
O 0.0025 -0.0079 0.0155
O 0.0019 0.0057 0.0174
O -0.0035 0.0053 0.0198
O -0.0042 0.0042 0.0143
O 0.0062 -0.0031 0.0174
O -0.0031 -0.0013 0.015
O -0.0035 -0.0024 0.0133
O -0.0062 -0.0043 0.0199
O 0.0045 0.0057 0.0126
O -0.0015 0.0028 0.0159
O -0.0036 0.0011 0.0118
O -0.0013 -0.0022 0.0128
N -0.0037 0.0038 0.0257
O 0.0069 -0.0055 0.0213
O -0.003 0.006 0.0132
O -0.0021 -0.0022 0.0131
O 0.0018 -0.0015 0.0164
O -0.0034 0.0068 0.0142
O 0.0077 -0.003 0.0141
O -0.0004 -0.0117 0.0214
O -0.0035 -0.0069 0.0238
O 0.0004 0.0018 0.0115
O 0.0078 -0.0044 0.0168
O 0.0012 0.0001 0.0131
O -0.0011 0.0033 0.0109
O -0.0014 0.0038 0.0237

The program warned: the cutoff lies below the one the program advises for these potential files; the forces do not sum to zero within the program's tolerance; empty levels may hold ghost states of the PAW files; the exchange-correlation potential is rough where the density is thin.
